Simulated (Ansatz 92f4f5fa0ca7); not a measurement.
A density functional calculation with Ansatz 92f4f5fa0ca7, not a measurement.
Periodic cell of 264 atoms, Si152O112, from a study of silicon, its oxide and their interface. The atomic structure is a simulated model.
This geometry differs little from another in the collection (a relaxation step or a small displacement).

Settings
functional: r2SCAN
potential files: Ansatz PAW
basis: plane waves
wave-function cutoff: 800 eV
density cutoff ratio: 5
exchange-correlation grid ratio: 1
k mesh: 1 x 1 x 1, shifted by 0.5 0.5 0 of a step
self-consistency stop: 1e-10 eV per atom in the density residual
occupations: fixed
spin: none
net charge: 0

Cell vectors (angstrom)
a  10.888  0  0
b  0  10.888  0
c  0  0  37.1861

Atoms: element, x, y, z (angstrom)
Si  0.8811  -0.2287  -0.4404
Si  2.9869  2.5027  0.0989
Si  -0.1621  5.6796  0.1035
Si  2.8055  8.255  0.098
Si  5.2443  0.352  0.1274
Si  7.9643  2.962  0.1874
Si  5.6838  5.0824  -0.049
Si  8.4417  7.8266  -0.0128
Si  1.4786  1.2606  1.3076
Si  4.1465  4.0626  1.3931
Si  1.4213  6.8421  1.3849
Si  4.1965  9.5632  1.4135
Si  6.7902  1.4328  1.4937
Si  9.5539  4.1287  1.4152
Si  6.8045  6.7122  1.2486
Si  9.5141  9.4391  1.2946
Si  0.0284  2.6349  2.6221
Si  2.7786  -0.0242  2.7778
Si  0.0537  8.2063  2.7428
Si  2.7549  5.4364  2.703
Si  5.4359  2.746  2.8562
Si  8.2024  -0.0259  2.6729
Si  5.5294  8.1236  2.6723
Si  8.1736  5.4709  2.7517
Si  1.3765  4.0271  4.0148
Si  4.0826  1.3558  4.1558
Si  1.3947  9.5352  4.1302
Si  4.1196  6.8068  4.0561
Si  6.8298  4.1187  4.1434
Si  9.5527  1.338  4.0459
Si  6.8589  9.4941  4.0533
Si  9.5447  6.8368  4.0842
Si  0.0079  0.0107  5.4544
Si  2.7054  2.726  5.465
Si  0.0139  5.4097  5.3919
Si  2.7575  8.1513  5.4464
Si  5.4755  -0.0354  5.4333
Si  8.2025  2.7106  5.4325
Si  5.4481  5.4697  5.4722
Si  8.1917  8.1765  5.4617
Si  1.3454  1.3743  6.8258
Si  4.0711  4.0964  6.8098
Si  1.3701  6.7736  6.7681
Si  4.1019  9.521  6.8161
Si  6.8245  1.3497  6.7827
Si  9.5453  4.0777  6.8016
Si  6.8063  6.8328  6.8199
Si  9.5363  9.539  6.8185
Si  -0.0082  2.7255  8.1977
Si  2.7132  -0.0012  8.1592
Si  0.0116  8.1424  8.1356
Si  2.7027  5.4424  8.1761
Si  5.4423  2.7134  8.1344
Si  8.1572  0.0022  8.1719
Si  5.4422  8.1704  8.2007
Si  8.1634  5.4498  8.1503
Si  1.3449  4.096  9.5577
Si  4.0679  1.374  9.5084
Si  1.3538  9.5032  9.5074
Si  4.0429  6.8166  9.5384
Si  6.7717  4.1013  9.4955
Si  9.5073  1.3504  9.5382
Si  6.7949  9.5469  9.5518
Si  9.5204  6.815  9.5128
Si  -0.024  -0.0558  10.8729
Si  2.7249  2.7327  10.8969
Si  -0.033  5.4668  10.9037
Si  2.6854  8.1699  10.9217
Si  5.3801  -0.003  10.8903
Si  8.1221  2.7381  10.8433
Si  5.3953  5.4498  10.8793
Si  8.1776  8.1847  10.89
Si  1.3624  1.3007  12.1761
Si  4.0346  4.1298  12.2973
Si  1.2977  6.8344  12.2962
Si  4.0384  9.5219  12.3006
Si  6.7293  1.4063  12.1787
Si  9.4698  4.0873  12.2143
Si  6.7652  6.8366  12.1883
Si  9.5268  9.5053  12.3186
Si  -0.0205  2.6582  13.4565
Si  2.6385  -0.0201  13.6574
Si  -0.0286  8.1295  13.78
Si  2.6422  5.5007  13.6795
Si  5.4068  2.7331  13.6059
Si  8.0842  0.0619  13.5054
Si  5.4533  8.1627  13.626
Si  8.066  5.464  13.5364
Si  1.2406  3.9903  14.8856
Si  4.0036  1.3981  14.9413
Si  1.3261  9.549  15.1612
Si  4.0689  6.8742  15.0411
Si  6.7414  4.1338  14.9574
Si  9.442  1.4093  14.8214
Si  6.7387  9.6759  14.9092
Si  9.4615  6.6175  15.0262
Si  -0.3873  -0.0968  16.249
Si  2.7805  2.8843  16.2447
Si  -0.5445  4.7747  16.1584
Si  3.113  8.5508  16.4193
Si  5.2688  -0.008  16.2793
Si  8.5014  3.1238  16.1336
Si  5.0684  5.1566  16.3149
Si  8.0677  8.8088  16.5905
Si  -0.1085  15.4292  19.1369
Si  1.6918  4.3141  35.1191
Si  -26.3965  22.0945  34.4354
Si  -10.8006  2.7905  33.0009
Si  3.4557  8.1124  19.3521
Si  -5.438  -1.4739  24.4173
Si  -4.629  2.7935  26.5528
Si  22.7233  1.7007  18.505
Si  -0.9842  -4.228  26.0854
Si  -14.3479  12.6027  21.4075
Si  -12.9672  12.3587  34.8549
Si  19.5713  -15.5943  20.629
Si  -5.9105  15.3912  24.4182
Si  6.7786  14.5592  29.4318
Si  -8.0648  10.7426  25.1195
Si  -7.1247  7.1016  25.5426
Si  -24.8803  -10.5707  25.585
Si  -0.6378  8.6111  21.9144
Si  15.9614  -6.3875  19.1204
Si  -8.5045  3.9354  23.1242
Si  -2.6206  19.6805  27.2245
Si  -17.8255  13.276  30.2115
Si  -6.6099  6.0908  35.4676
Si  12.0549  -2.668  24.5697
Si  -12.1733  14.7296  30.3526
Si  9.5907  1.6307  23.3708
Si  1.665  -0.5578  20.6223
Si  2.5446  6.4695  28.3162
Si  -25.9623  1.9295  18.4045
Si  -25.3904  9.7055  22.042
Si  -6.7132  0.9271  27.635
Si  -4.9383  31.3189  28.7605
Si  13.456  5.4012  20.4624
Si  0.2101  4.6291  27.7446
Si  -15.2632  15.5318  21.8492
Si  1.5438  18.2766  30.808
Si  1.6202  1.1624  22.951
Si  -24.941  -4.8739  30.9259
Si  -17.7903  11.2822  32.5507
Si  10.7073  -6.7339  24.8848
Si  12.1331  0.1427  33.6799
Si  -11.5386  8.925  32.2735
Si  6.6781  8.2236  19.366
Si  -5.457  -4.6241  32.5869
Si  -13.4333  -1.5155  34.4378
Si  8.4106  8.9907  30.0493
Si  -17.4862  8.718  31.0206
Si  -18.4694  16.068  30.7481
O  -2.6823  -7.8136  -7.2138
O  -3.6187  1.5867  -2.784
O  -2.0052  2.0724  -0.8344
O  2.9959  -7.2085  -6.8909
O  -4.9352  10.7205  -1.2362
O  -8.9198  5.9017  -5.867
O  -8.1097  10.6602  -3.7749
O  4.0836  10.2544  -12.961
O  -7.7173  21.8911  -10.5127
O  3.675  -9.2465  -5.5817
O  -2.8826  8.5279  -1.4171
O  4.1101  12.3021  -0.3923
O  -4.0021  0.3878  -15.0379
O  -22.5286  5.9153  -9.683
O  -20.7573  3.9151  -3.4777
O  -12.8271  1.9144  -15.2745
O  -0.0051  5.1797  17.6546
O  -3.9201  -1.5961  20.5244
O  -1.4969  -1.1584  16.8176
O  -5.4058  -16.2924  17.8751
O  -8.6757  24.05  17.6543
O  -1.1056  7.2326  21.1843
O  -11.8981  13.9188  24.104
O  3.6973  6.0124  29.3916
O  1.8515  24.4052  22.3216
O  15.8786  8.1193  25.2668
O  7.3898  12.5584  26.3521
O  7.9346  2.5813  17.5806
O  5.0706  8.0481  19.2967
O  8.5537  7.3028  16.2298
O  18.0761  -2.1053  17.9408
O  4.1952  9.7402  16.7965
O  -10.5037  -1.0387  33.0472
O  -13.1265  -10.1711  24.2948
O  9.3699  4.9936  19.7694
O  3.4892  -6.3681  19.4564
O  -3.5599  12.3506  19.8151
O  0.274  -3.2794  25.7596
O  15.2427  -5.2652  25.3832
O  6.247  19.8521  23.0675
O  2.855  -1.3922  19.9224
O  -2.0273  9.3879  22.3233
O  13.8279  6.9533  20.3291
O  -2.9863  7.567  30.6048
O  1.49  7.3811  29.1783
O  4.796  2.1619  26.8125
O  13.6985  7.8686  17.8723
O  -16.2619  13.7177  30.0194
O  -10.5858  -1.4216  20.8812
O  6.0219  11.607  17.5511
O  -13.8499  5.4295  21.8501
O  0.0415  13.8193  19.0371
O  -0.4623  3.1733  31.5526
O  6.6111  -7.8634  21.8812
O  0.0786  0.7717  17.5261
O  -0.3008  -7.0071  29.0714
O  1.2207  4.4466  24.1253
O  -4.7787  3.681  25.2176
O  5.775  5.0247  20.4664
O  -9.9074  12.3628  32.8333
O  -14.8206  9.892  33.7645
O  -25.5609  -0.9599  29.8445
O  -11.4848  21.087  37.2305
O  -5.4858  10.8833  28.0882
O  -9.284  20.5848  25.0307
O  -19.537  -0.0066  22.0318
O  -10.8307  0.8193  23.0949
O  11.9281  -5.7324  20.06
O  -10.7263  -3.1499  31.5451
O  -4.1933  8.6604  27.625
O  13.1765  22.9794  24.4189
O  14.0813  18.1322  27.0606
O  -23.2515  9.689  31.1044
O  -27.9231  8.7349  29.4645
O  -1.7376  -0.1239  34.7754
O  -9.5029  0.7581  19.7255
O  -7.9106  -5.617  34.9362
O  3.7438  14.4722  23.922
O  14.7583  -6.8274  16.5545
O  -26.2156  10.3995  25.1976
O  -16.7643  0.8822  33.6652
O  -25.9091  5.2365  29.8728
O  0.2867  8.2583  23.2054
O  6.7141  -7.2173  27.8221
O  -14.1923  -3.9623  19.6987
O  1.7443  5.1392  27.844
O  -2.3004  7.5748  26.2138
O  -12.6569  -2.1435  28.6084
O  -4.0335  -6.9079  36.6664
O  -8.6567  13.9108  35.9338
O  -12.5985  8.444  33.4085
O  -20.8759  0.4072  35.2478
O  -11.9579  16.4059  24.9331
O  -18.3226  12.3571  28.9738
O  -6.2532  -11.615  31.6163
O  2.5477  7.3552  24.4798
O  -17.3262  -5.7175  31.8937
O  5.1619  6.433  34.164
O  -5.3467  -7.8808  18.7231
O  -8.1784  8.4434  31.2059
O  -1.7108  5.3191  30.8745
O  1.8165  9.3341  36.5549
O  -10.7838  25.467  26.4197
O  -19.0297  15.9318  22.0178
O  -7.1863  7.4489  36.173
O  5.1547  -3.2337  31.8408
O  -12.0502  13.296  33.9462
O  -1.2973  17.6167  36.7605
O  -3.9017  5.8715  32.3715
O  -13.1512  21.099  26.5338
O  -16.0886  5.158  23.1247
O  -10.3471  15.9326  35.9768

Results
free energy: -161109.841 eV
free energy less fixed offsets of O -570.45, Si -639.56 eV per atom: -6.321 eV

Forces (eV/angstrom), in the order of the atoms: element, x, y, z
Si  -0.0001  -0.0234  0.0546
Si  0.0293  -0.0428  0.1054
Si  -0.0089  0.0336  0.1305
Si  -0.0006  -0.0226  0.1381
Si  -0.0346  0.017  0.1547
Si  -0.0279  0.0489  0.1242
Si  -0.0487  0.0545  0.0375
Si  0.0439  -0.0066  0.0987
Si  -0.0145  0.0271  0.036
Si  -0.035  -0.0005  0.015
Si  0.0165  0.0034  0.0164
Si  -0.0135  -0.0198  0.0084
Si  -0.0021  -0.0017  -0.006
Si  0.0155  -0.013  0.0384
Si  0.0264  0.018  0.0086
Si  -0.0486  -0.0261  0.056
Si  0.0079  0.0536  0.0455
Si  0.032  -0.0076  0.0719
Si  -0.0644  0.0138  0.0138
Si  -0.0138  -0.0174  0.0284
Si  0.005  0.001  0.0538
Si  -0.0108  -0.0034  0.0467
Si  -0.0069  -0.0042  0.0307
Si  0.0203  0.014  0.0698
Si  -0.0053  -0.0172  -0.0112
Si  0.01  -0.0235  0.0099
Si  0.0106  0.0202  -0.0228
Si  0.0068  -0.0022  -0.0193
Si  -0.01  0.0001  -0.0211
Si  -0.0142  -0.0024  -0.0266
Si  -0.0059  0.0244  0.0154
Si  0.0154  -0.0172  -0.0033
Si  -0.0035  -0.0029  0.0155
Si  0.0199  0.0039  0.0177
Si  -0.0091  0.008  -0.0078
Si  0.002  -0.0157  0.0101
Si  0.0035  -0.0085  0.0187
Si  -0.0163  -0.0095  -0.0009
Si  0.0083  -0.009  -0.0039
Si  0.0112  0.005  0.0118
Si  0.0013  0.0023  0.0211
Si  -0.004  -0.0121  0.009
Si  0.002  -0.0032  0.0076
Si  0.0089  -0.002  0.0115
Si  -0.006  0.02  0.0082
Si  -0.0386  0.0067  0.0014
Si  0.0036  -0.0009  0.0174
Si  -0.0008  -0.0055  0.0082
Si  -0.0028  -0.0058  -0.0015
Si  -0.0076  0.011  0.0011
Si  -0.021  0.0023  -0.005
Si  0.0102  -0.0027  -0.0006
Si  -0.0068  0.0034  -0.0002
Si  0.0106  -0.0106  -0.0001
Si  -0.0048  0.0076  -0.0055
Si  0.0058  -0.0126  0.007
Si  -0.0231  -0.0196  -0.0228
Si  0  -0.0088  -0.0013
Si  0.0028  -0.0021  0.0047
Si  -0.0022  -0.0071  -0.0065
Si  0.0073  0.0175  -0.0058
Si  0.0034  0.0084  -0.0169
Si  -0.0087  0.0097  -0.0154
Si  -0.0118  0.0003  -0.02
Si  -0.0377  0.0244  0.0062
Si  -0.0262  0.0226  0.0005
Si  0.0012  -0.0099  -0.0104
Si  -0.0143  -0.0108  -0.0197
Si  0.0144  0.0147  -0.0178
Si  0.0292  -0.0073  -0.018
Si  0.0081  -0.0292  -0.0037
Si  0.0166  -0.0186  -0.001
Si  0.0013  0.0176  0.0053
Si  -0.0153  0.0078  0.0132
Si  -0.0161  -0.0197  0.0345
Si  0.0127  -0.0145  0.0128
Si  -0.0126  -0.0021  -0.003
Si  -0.0083  -0.0296  -0.0293
Si  0.0143  0.0287  -0.0063
Si  -0.0195  0.0225  -0.0104
Si  -0.0088  -0.0039  -0.0217
Si  0.0035  -0.001  -0.0342
Si  -0.02  0.0156  -0.0056
Si  0.0197  -0.0138  -0.0403
Si  -0.0113  -0.009  -0.0432
Si  0.0106  -0.0164  -0.0649
Si  -0.0224  0.0042  -0.0206
Si  0.0518  0.006  -0.0071
Si  -0.009  0.0158  -0.0133
Si  0.0173  0.0104  -0.0445
Si  -0.0358  -0.0094  -0.017
Si  -0.0146  0.0184  -0.0279
Si  -0.0137  0.0078  0.0352
Si  0.0325  -0.0028  -0.0293
Si  0.0196  -0.0228  -0.0125
Si  0.0637  -0.0728  -0.0173
Si  -0.0212  -0.0233  -0.1438
Si  0.0152  0.0317  -0.1159
Si  -0.0725  0.0351  -0.1542
Si  -0.0088  0.0204  -0.1618
Si  -0.0137  -0.0095  -0.0854
Si  0.0439  0.0362  -0.1059
Si  0.0042  -0.0269  -0.1414
Si  0.0348  0.0098  -0.0848
Si  0.0421  -0.0017  -0.1364
Si  0.0323  -0.0289  0.1855
Si  0.0332  -0.006  0.1228
Si  -0.0118  -0.0365  0.211
Si  0.0429  -0.0247  -0.1748
Si  0.0235  -0.0047  -0.1086
Si  -0.0076  0.0308  -0.0052
Si  -0.0183  -0.0172  -0.1897
Si  0.0198  -0.0259  -0.0236
Si  -0.0229  0.0209  -0.1263
Si  -0.0158  0.0116  0.1314
Si  -0.0455  0.0062  -0.1264
Si  -0.0117  0.0089  -0.1365
Si  -0.0077  0.0271  0.121
Si  0.0183  0.0356  -0.037
Si  -0.0089  -0.0253  -0.0151
Si  0.0123  0  -0.0857
Si  -0.0268  -0.02  -0.1573
Si  0.0176  -0.0207  -0.1212
Si  0.0087  0.0133  -0.1237
Si  -0.0269  0.0019  0.0624
Si  -0.0102  0.0187  0.1231
Si  0.0193  -0.0655  0.2196
Si  -0.0126  0.0059  -0.1035
Si  0.0062  -0.0179  0.1485
Si  -0.012  0.0117  -0.138
Si  0.0241  -0.002  -0.1408
Si  0.0028  0.0211  0.1113
Si  -0.0091  -0.0086  -0.1481
Si  0.0118  0.0079  -0.1459
Si  -0.0027  0.0036  0.0623
Si  -0.0372  -0.0296  0.1104
Si  0.0075  -0.0012  -0.1413
Si  -0.0072  -0.0059  0.0429
Si  0.013  -0.0083  -0.1482
Si  0.0325  0.0058  0.1418
Si  -0.0069  -0.0037  -0.1171
Si  -0.0151  0.0003  0.1224
Si  -0.0052  -0.0287  0.1402
Si  0.0381  -0.0361  -0.0877
Si  -0.0026  0.0412  0.1286
Si  0.0121  0.0552  0.1513
Si  0.0208  -0.0052  -0.1746
Si  -0.0526  0.0248  0.1769
Si  -0.0149  0.0494  0.1552
Si  0.0317  -0.0154  0.1256
Si  -0.0098  0.0082  0.11
Si  0.0117  0.0253  0.1292
O  -0.0219  -0.0286  -0.0475
O  -0.0332  0.0092  -0.0543
O  0.0551  -0.0204  -0.114
O  -0.0159  -0.0287  -0.0477
O  -0.0023  -0.0194  -0.1045
O  -0.0081  -0.0146  -0.0568
O  0.0286  -0.0094  -0.0401
O  -0.0074  0.013  -0.0087
O  -0.008  -0.012  0.016
O  -0.0054  0.0773  -0.0884
O  -0.0122  -0.0134  -0.0834
O  -0.0104  0.0128  -0.0669
O  -0.0132  -0.0218  0.059
O  -0.0157  0.011  0.0037
O  -0.0227  -0.0051  -0.1409
O  0.0421  -0.0059  0.0642
O  0.0157  0.0056  0.1413
O  0.0224  0.0417  0.0933
O  -0.0254  -0.0355  0.0364
O  0.0037  0.0064  0.1208
O  0.0009  -0.0198  0.0844
O  0.0489  0.0397  0.06
O  0.0091  0.0423  0.0514
O  0.0161  -0.0023  -0.0818
O  -0.0028  0.0044  0.0429
O  0.0197  -0.0184  0.0434
O  0.0149  0.0043  0.0242
O  -0.0376  -0.0222  0.09
O  0.0087  -0.0023  0.0607
O  -0.0005  -0.005  -0.0257
O  -0.0552  -0.0258  0.1444
O  0.0214  0.0064  0.0649
O  -0.0313  -0.0553  -0.075
O  -0.0244  -0.0352  0.0652
O  -0.0424  -0.0026  0.0414
O  -0.0171  -0.0187  0.0237
O  0.0262  -0.0211  0.116
O  0.0028  0.0073  0.049
O  0.0012  0.0198  0.0446
O  -0.0335  -0.0271  0.0781
O  -0.0197  0.0468  0.0843
O  0.0122  0.0159  0.0555
O  -0.0218  0.0126  0.0835
O  0.0031  0.0241  -0.0364
O  -0.0013  0.0138  -0.0789
O  -0.009  0.0105  -0.0225
O  -0.0271  -0.0212  0.1211
O  0.0474  -0.0064  -0.0383
O  -0.0433  -0.0308  0.0453
O  0.0434  0.0316  0.0829
O  0.0086  0.0012  0.062
O  -0.0286  -0.0015  0.0668
O  -0.0337  0.0442  -0.1349
O  -0.0171  -0.0086  0.0624
O  0.0078  0.0638  0.0955
O  0.0352  0.0006  -0.0607
O  -0.045  0.0256  0.0554
O  0.0425  -0.0308  0.0489
O  0.0341  0.0201  0.0767
O  0.0141  -0.0102  -0.0717
O  -0.0068  -0.0327  -0.0794
O  -0.0099  0.0354  -0.037
O  -0.0011  -0.0375  0.0336
O  0.0114  0.0331  -0.0399
O  -0.0099  0.0097  0.0333
O  0.0292  0.0196  0.0891
O  -0.0104  -0.0172  0.0447
O  0.0072  0.0158  0.0742
O  0.0069  -0.045  -0.0486
O  0.0091  -0.0232  -0.0741
O  0.0226  -0.0111  0.0544
O  0.0111  0.0288  -0.0242
O  -0.0197  0.0103  -0.0683
O  0.0185  0.0029  -0.0921
O  0.0239  -0.0304  -0.054
O  0.0085  -0.0271  0.1012
O  -0.0233  0.031  -0.1008
O  0.0164  -0.0127  0.0553
O  -0.0453  -0.0005  0.0645
O  -0.0029  0.0169  0.0494
O  -0.0387  0.0253  -0.0546
O  -0.0236  -0.023  -0.0598
O  0.047  -0.0144  0.0988
O  0.0107  0.0022  -0.0545
O  0.0185  -0.0453  0.049
O  -0.0021  -0.0284  -0.0318
O  0.0005  -0.0113  -0.0211
O  0.0226  0.0003  -0.0735
O  0.0031  -0.0137  -0.0185
O  -0.0294  0.0177  -0.0854
O  0.0325  -0.0467  -0.0716
O  0.0044  0.0077  -0.1047
O  -0.0299  0.027  0.0179
O  -0.0168  -0.034  -0.0708
O  0.0322  -0.0294  -0.0575
O  0.0092  -0.0053  -0.0095
O  -0.0044  -0.0424  -0.0713
O  0.0523  0.0301  -0.1738
O  -0.032  0.0033  0.047
O  -0.0195  0.0269  -0.0186
O  0.0392  0.0014  -0.0294
O  -0.0187  0.02  -0.0322
O  -0.0034  -0.0174  0.0304
O  0.0141  -0.0129  0.1033
O  0.0321  -0.0442  -0.0619
O  0.0015  0.0325  -0.0487
O  0.0323  0.0453  -0.0957
O  0.0161  0.0263  -0.0739
O  0.042  -0.0076  -0.0782
O  0.0316  0.0289  0.0076
O  -0.0288  0.0175  0.0879
O  -0.0088  -0.01  -0.0877

The program warned: the cutoff lies below the one the program advises for these potential files; the forces do not sum to zero within the program's tolerance; empty levels may hold ghost states of the PAW files; the exchange-correlation potential is rough where the density is thin.
